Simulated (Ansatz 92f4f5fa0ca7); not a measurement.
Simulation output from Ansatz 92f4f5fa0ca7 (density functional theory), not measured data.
Periodic cell of 226 atoms, Si132O92P2, from a study of silicon, its oxide and their interface. The atomic structure is a simulated model.
Doubt: the cutoff is far below the 930 eV that the study's wrapper takes by default for these files, so forces and energies are approximate.
This geometry differs little from another in the collection (a relaxation step or a small displacement).

Settings: functional PBE; potential files Ansatz PAW; basis plane waves; wave-function cutoff 580 eV; density cutoff ratio 5; exchange-correlation grid ratio 1; k mesh 1 x 1 x 1, Gamma-centred; self-consistency stop 5e-08 eV per atom in the density residual; occupations fixed; spin none; net charge 0.

Cell vectors (angstrom)
a, 10.938, 0, 0
b, 0, 10.938, 0
c, 0, 0, 31.9494

Atoms: element, x, y, z (angstrom)
Si, 10.6117, 0.0192, 24.4172
Si, 5.0607, 0.1398, 24.6597
Si, 2.8074, 2.3092, 24.5247
Si, 8.5516, 2.4541, 24.5533
Si, 10.6898, 5.6048, 24.3312
Si, 5.1436, 5.6311, 24.4467
Si, 2.9714, 7.9692, 24.3973
Si, 8.399, 7.8493, 24.4073
Si, 1.2811, 1.1466, 25.8374
Si, 6.8037, 1.3388, 25.7361
Si, 3.9758, 4.023, 25.7286
Si, 9.6704, 4.0387, 25.8446
Si, 1.3275, 6.8034, 25.6647
Si, 6.7925, 6.7361, 25.7479
Si, 3.9868, 9.4808, 25.9502
Si, 9.4702, 9.4541, 25.7971
Si, 2.6223, -0.1239, 27.2867
Si, 8.128, -0.0577, 27.145
Si, 0.0623, 2.6693, 27.2036
Si, 5.4399, 2.7281, 27.1106
Si, 2.6569, 5.4242, 27.1086
Si, 8.1773, 5.3791, 27.1342
Si, -0.0021, 8.1568, 27.1251
Si, 5.498, 8.1533, 27.1759
Si, 4.0782, 1.332, 28.4977
Si, 9.5352, 1.33, 28.5018
Si, 1.3805, 4.0694, 28.5641
Si, 6.8018, 4.0623, 28.5261
Si, 4.0789, 6.7819, 28.4862
Si, 9.5491, 6.7871, 28.4828
Si, 1.2833, 9.48, 28.6211
Si, 6.8179, 9.5371, 28.5636
Si, -0.0333, -0.0017, 29.9126
Si, 5.4583, -0.0012, 29.8958
Si, 2.7616, 2.7171, 29.9039
Si, 8.1948, 2.7218, 29.8867
Si, -0.007, 5.4589, 29.8901
Si, 5.4598, 5.4571, 29.8889
Si, 2.7481, 8.1646, 29.9039
Si, 8.2216, 8.1817, 29.8887
Si, 1.3673, 1.3673, 31.2657
Si, 6.8362, 1.3673, 31.2657
Si, 4.1018, 4.1018, 31.2657
Si, 9.5708, 4.1018, 31.2657
Si, 1.3673, 6.8362, 31.2657
Si, 6.8362, 6.8362, 31.2657
Si, 4.1018, 9.5708, 31.2657
Si, 9.5708, 9.5708, 31.2657
Si, 2.7345, 0, 0.6835
Si, 8.2035, 0, 0.6835
Si, 0, 2.7345, 0.6835
Si, 5.469, 2.7345, 0.6835
Si, 2.7345, 5.469, 0.6835
Si, 8.2035, 5.469, 0.6835
Si, 0, 8.2035, 0.6835
Si, 5.469, 8.2035, 0.6835
Si, 4.0952, 1.3789, 2.0632
Si, 9.5908, 1.3475, 2.0687
Si, 1.3659, 4.1076, 2.0287
Si, 6.8303, 4.1338, 2.0462
Si, 4.112, 6.8367, 2.0148
Si, 9.5833, 6.8507, 2.07
Si, 1.3567, 9.5929, 2.0702
Si, 6.8316, 9.6178, 2.0666
Si, 0.0307, 0.0232, 3.5224
Si, 5.463, 0.0467, 3.4659
Si, 2.7091, 2.7632, 3.406
Si, 8.2578, 2.8057, 3.3606
Si, 0.0919, 5.5173, 3.4142
Si, 5.4732, 5.5288, 3.4194
Si, 2.7432, 8.1819, 3.3527
Si, 8.2597, 8.2967, 3.42
Si, 1.3411, 1.4948, 4.8732
Si, 6.876, 1.5203, 4.7511
Si, 4.0258, 4.1873, 4.737
Si, 9.5992, 4.1717, 4.7726
P, 1.3491, 6.9747, 4.6901
Si, 6.8034, 7.0285, 4.7229
Si, 4.0211, 9.5852, 4.7828
Si, 9.5652, 9.6385, 4.9382
Si, 2.6721, 0.0227, 6.1586
Si, 8.2646, 0.196, 6.1525
Si, -0.0237, 2.9005, 6.3053
Si, 5.4577, 2.8784, 6.0538
Si, 2.6807, 5.6827, 6.0013
Si, 8.2369, 5.6768, 5.9567
P, -0.4439, 8.707, 6.8254
Si, 5.4698, 8.3737, 6.194
Si, 4.3503, 1.2238, 7.3163
Si, 9.7803, 1.2895, 7.6497
Si, 1.1325, 4.6471, 7.4532
Si, 6.5766, 4.6071, 7.2161
Si, 4.2435, 6.7985, 7.4587
Si, 9.6415, 6.7281, 7.5491
Si, 1.1473, 10.0738, 7.7991
Si, 6.6634, 10.0255, 7.4274
O, 9.5691, 1.2555, 23.9767
O, 4.0908, 6.8196, 23.9387
O, 3.9976, 1.2548, 24.024
O, 9.522, 6.7212, 23.8896
O, -0.034, 5.7288, 7.9871
O, 5.4964, 0.1752, 7.9153
O, 0.1469, 0.4041, 8.2509
O, 5.4192, 5.6636, 7.7831
O, 7.4867, 4.07, 8.4611
O, 8.6175, 7.0248, 8.8296
O, 2.0482, 9.5039, 9.0889
O, 8.8152, 1.798, 8.9194
O, 7.4766, 9.4766, 8.7499
O, 3.5461, 1.9141, 8.5715
O, 3.4994, 7.3065, 8.8697
O, 2.0715, 4.1587, 8.7351
O, 8.119, 3.5019, 23.3447
O, 0.4264, 4.9459, 22.9484
O, 1.883, 2.7578, 23.2379
O, 5.8142, 4.9273, 23.1117
O, 5.5018, 9.9992, 23.5003
O, 2.4225, 8.7012, 23.011
O, 0.1726, 10.085, 23.0837
O, 7.7591, 8.585, 23.0626
Si, 8.6122, 7.7288, 18.424
Si, 8.7259, 6.421, 13.6556
Si, 3.7287, 1.5907, 14.7032
Si, 2.09, 5.7702, 17.6278
Si, 2.3751, 3.1623, 19.4827
Si, 9.753, 9.0823, 12.0802
Si, 1.3067, 9.4352, 22.0708
Si, 9.1158, 1.0244, 13.1844
Si, 1.3426, 5.1071, 13.0378
Si, 1.7269, 8.2885, 12.8042
Si, 6.6207, 9.5641, 22.4166
Si, 4.4755, 4.6346, 15.7075
Si, 8.1299, 3.1283, 9.5932
Si, 0.7959, 8.2669, 19.2576
Si, 6.9158, 1.365, 21.0821
Si, 8.1294, 8.331, 9.7018
Si, 10.8235, 5.2472, 15.6185
Si, 7.5206, 9.5439, 16.3024
Si, 9.899, 2.0729, 20.2975
Si, 3.1295, 8.5422, 9.9073
Si, 6.6479, 3.3699, 17.3989
Si, 1.1324, 0.2257, 19.7965
Si, 3.1618, 2.8947, 12.2755
Si, 7.1756, 5.418, 19.6709
Si, 5.661, 8.7174, 11.5608
Si, 5.7212, 6.1418, 13.2172
Si, 4.5838, 9.7344, 17.6108
Si, 0.9953, 3.61, 22.1718
Si, 4.8565, 1.5066, 18.793
Si, 3.1511, 3.1946, 9.4799
Si, 6.3929, 10.8768, 13.779
Si, 10.2998, 0.1656, 15.9539
Si, 5.5997, 3.7419, 11.1557
Si, 9.7719, 3.9692, 11.908
Si, 2.2894, 9.9659, 15.5227
Si, 6.0295, 8.1452, 19.7861
Si, 6.9122, 3.9882, 22.3631
Si, 9.7079, 2.8095, 17.3692
O, 7.1332, 6.4523, 13.9862
O, 1.8368, 7.0772, 18.6796
O, 10.2278, 4.0856, 16.5472
O, 6.1164, 9.9914, 17.0432
O, 10.0922, 0.7686, 14.457
O, 8.3959, 6.1446, 18.8346
O, 5.1121, 0.7459, 14.4142
O, 5.6706, 2.0769, 17.5094
O, 8.3146, 1.9565, 20.5488
O, 1.9431, 4.3172, 18.3965
O, 6.9056, 2.882, 10.6634
O, 4.7963, 2.7874, 12.2041
O, 5.9814, 4.4126, 16.3342
O, 4.5226, 4.0118, 9.9235
O, 10.6624, 2.7834, 21.5559
O, 9.656, 6.2128, 14.9959
O, 5.9641, 6.509, 19.8285
O, 4.0344, 0.196, 18.2765
O, 9.2056, 10.6085, 12.2688
O, 2.7819, 4.4274, 12.7218
O, 1.8853, 10.7169, 21.1995
O, 3.9541, 2.7454, 19.3752
O, 0.6752, 10.0842, 15.9399
O, 1.2357, 9.8214, 18.8269
O, 1.6737, 1.6821, 19.2658
O, 8.8901, 10.4378, 16.4804
O, 4.8265, 8.6065, 18.7761
O, 9.4822, 8.7883, 10.4967
O, 6.6991, 4.1101, 18.8462
O, 2.7789, 1.7773, 13.371
O, 5.7891, 8.7881, 21.2552
O, 2.4723, 2.5771, 10.8366
O, 7.5838, 4.8697, 21.1559
O, 5.1208, 7.5466, 12.5934
O, 0.3812, 9.1211, 12.4646
O, 7.5237, 1.1136, 13.5637
O, 7.0535, 9.6914, 14.7327
O, 8.917, 5.0892, 12.7258
O, 8.0509, 8.0822, 16.8961
O, 6.1836, 2.5918, 21.8924
O, 2.4018, 9.1115, 14.0863
O, 0.3577, 4.5518, 11.8609
O, 0.7748, 8.3366, 20.9295
O, 9.3103, 3.9428, 10.3523
O, 9.5912, 2.445, 12.511
O, 7.5731, 8.5888, 19.3783
O, 2.4808, 8.144, 11.3551
O, 3.9122, 3.1021, 15.3613
O, 0.7444, 4.5222, 14.4372
O, 10.0118, 3.0186, 18.9611
O, 9.1011, 7.8658, 12.9753
O, 10.48, 0.5522, 20.0748
O, 5.9673, 5.1227, 11.9435
O, 8.1086, 2.7654, 17.0134
O, 3.4924, 5.5093, 16.738
O, 4.5745, 9.1649, 10.3983
O, 1.4371, 6.7263, 13.2117
O, 4.7045, 5.5396, 14.3553
O, 2.0132, 3.8712, 20.9148
O, 10.5101, 1.4515, 16.9397
O, 0.9054, 6.1014, 16.5508
O, 7.2999, 10.9632, 21.9223
O, 5.8958, 0.9346, 19.9044
O, 5.9958, 10.0881, 12.3967
O, 2.7854, 0.5901, 15.5685
O, 6.9672, 8.0358, 10.8237
O, 10.1983, 8.0411, 18.6824
O, 3.3945, 9.2428, 16.5566

Results
free energy: -137748.475 eV
free energy less fixed offsets of O -568.88, P -755.39, Si -635.61 eV per atom: -0.215 eV

Forces (eV/angstrom), in the order of the atoms: element, x, y, z
Si, 0.0005, 0.002, -0.0013
Si, -0.0026, 0.0017, 0.0009
Si, -0.001, -0.0007, -0.002
Si, 0.0002, -0.0017, -0.0012
Si, -0.0032, -0.0004, 0.0014
Si, -0.0042, 0.0016, -0.0039
Si, 0.0014, -0.0012, -0.0001
Si, 0.0007, -0.0038, -0.0018
Si, 0.0001, -0.0018, 0.0025
Si, 0.001, -0.0001, -0.002
Si, -0.0018, 0.0005, -0.0024
Si, 0.0026, 0.0002, -0.0008
Si, 0.0001, -0.0001, -0.0021
Si, -0.0001, -0.0002, 0.0013
Si, -0.0033, -0.0015, 0.0017
Si, -0.0009, 0.0003, -0.0018
Si, -0.0028, -0.0016, 0.0047
Si, -0.0068, -0.0017, 0.0003
Si, 0.0031, 0.0026, 0.0008
Si, 0.0042, 0.0035, -0.0012
Si, -0.0026, -0.0043, -0.0024
Si, -0.0014, -0.0019, -0.0021
Si, 0.0007, 0.0008, -0.001
Si, 0.0026, 0.0031, -0.0001
Si, -0.0061, -0.0038, 0.0042
Si, 0.0043, 0.0089, 0.0028
Si, -0.0125, 0.0038, -0.0085
Si, 0.0016, 0.0058, -0.0013
Si, 0.0001, 0.0125, 0.0066
Si, -0.0039, 0.0038, 0.0079
Si, 0.0108, 0.0145, -0.0224
Si, -0.0025, 0.0024, -0.0095
Si, -0.0014, 0.01, 0.0018
Si, 0.0022, 0.0029, 0.0023
Si, 0.0043, -0.0068, 0.0016
Si, 0.0043, -0.0047, 0.0028
Si, 0.0046, -0.0001, 0.0008
Si, -0.0005, 0.0001, -0.0013
Si, 0.0089, -0.0082, 0.0041
Si, 0.0026, -0.0059, -0.0018
Si, 0.0028, -0.0087, -0.1085
Si, 0.028, -0.0096, -0.0294
Si, 0.0723, -0.0598, 0.0434
Si, -0.0999, -0.1104, -0.077
Si, 0.0199, -0.1644, 0.0261
Si, 0.0776, 0.0372, -0.1595
Si, -0.0405, -0.042, -0.0329
Si, -0.1647, -0.1361, 0.1111
Si, -0.0386, -0.0079, 0.1145
Si, -0.0589, 0.0871, 0.032
Si, -0.0178, -0.1185, 0.0112
Si, -0.0248, 0.1198, 0.1197
Si, -0.0358, -0.0861, -0.178
Si, 0.0232, 0.1491, 0.0596
Si, -0.0084, 0.1984, 0.0973
Si, 0.249, 0.1971, 0.0195
Si, 0.0019, -0.0025, -0.0024
Si, 0.008, -0.0001, -0.0041
Si, -0.0357, 0.0136, 0.0008
Si, -0.0044, 0.0007, -0.01
Si, -0.0125, 0.019, 0.0086
Si, 0.0068, -0.0214, 0.0029
Si, 0.0102, -0.0021, 0.0007
Si, -0.0125, 0.004, -0.0029
Si, -0.0148, -0.0133, -0.0126
Si, 0.0059, 0.0029, -0.0122
Si, 0.0159, 0.0013, 0.0032
Si, -0.0113, 0.0035, 0.0085
Si, 0.0099, -0.0229, -0.0322
Si, 0.0035, -0.0102, -0.0038
Si, 0.0008, -0.0023, -0.0122
Si, 0.0058, 0.0079, 0.0176
Si, 0.0054, 0.0022, 0.0014
Si, 0.0069, 0.0039, 0.0049
Si, -0.0123, 0.0149, 0.002
Si, 0.0153, 0.0088, -0.0125
P, 0.0235, -0.0349, 0.0326
Si, -0.002, 0.0088, -0.0103
Si, -0.0069, -0.0137, -0.0025
Si, 0.0179, -0.0065, 0.0088
Si, 0.0025, -0.0081, 0.0024
Si, -0.0018, -0.0021, -0.016
Si, -0.0017, -0.0083, 0.0107
Si, 0.0118, -0.0122, -0.0069
Si, 0.0229, -0.0213, -0.0109
Si, 0.006, -0.0183, 0.0077
P, -0.0362, 0.0711, 0.0342
Si, 0.0084, 0.0118, 0.0087
Si, -0.0094, -0.0096, 0.0325
Si, 0.0234, -0.0085, 0.0307
Si, 0.0044, -0.0149, -0.0078
Si, -0.0121, 0.0099, 0.0155
Si, -0.0058, -0.0066, -0.0172
Si, 0.0582, -0.0107, -0.0304
Si, -0.0312, 0.0647, 0.0022
Si, -0.0011, -0.0161, 0.0085
O, -0.0021, -0.0008, -0.0004
O, 0.0008, -0.002, 0.0007
O, -0.0005, -0.0005, 0
O, 0.0002, -0.0004, -0.001
O, -0.0029, -0.0065, -0.0004
O, 0.0046, 0.0062, -0.0143
O, -0.0111, -0.0479, -0.0394
O, 0.0109, -0.0082, 0.0037
O, -0.0034, 0.0073, -0.0161
O, -0.0293, 0.0151, 0.0215
O, -0.0163, -0.0033, -0.023
O, -0.0111, 0.0109, 0.006
O, -0.0046, -0.0049, -0.0013
O, 0.0035, 0.0018, -0.0127
O, -0.008, 0.0016, 0.0035
O, -0.0064, 0.0144, -0.0109
O, 0.0009, -0.0013, 0.0017
O, 0.0006, 0.0001, -0.0002
O, 0.0012, -0.0011, 0.002
O, 0.0001, -0.0005, 0.0009
O, 0.0009, 0.0008, -0.0015
O, 0, 0, 0.0026
O, -0.0006, -0.001, 0.0003
O, 0.0012, 0.0008, 0.0028
Si, 0.0001, -0.0005, -0.0001
Si, 0.0037, -0.0009, 0.0041
Si, -0.0025, 0.0027, 0.0022
Si, -0.0026, 0.0002, 0.003
Si, -0.0005, -0.0009, 0.0006
Si, 0.0026, 0.0037, 0.0121
Si, -0.0005, 0.0015, 0.0002
Si, 0.0007, 0.0002, 0.0032
Si, 0.0001, -0.0009, 0.0033
Si, -0.0006, 0.0017, 0.0046
Si, -0.0002, 0.0022, -0.0018
Si, -0.0012, 0.0001, 0.0029
Si, 0.01, -0.0134, 0.0048
Si, -0.0012, 0.0016, 0.0009
Si, -0.0006, 0.0004, -0.0011
Si, -0.012, 0.0245, 0.0168
Si, -0.0026, -0.0026, 0.0014
Si, -0.0002, -0.0018, 0.0043
Si, 0.0003, 0.0008, -0.0005
Si, 0.015, -0.0086, 0.0065
Si, 0.0006, -0.0011, 0.0038
Si, 0.0004, 0.0027, -0.0013
Si, -0.0039, 0.0014, 0.0015
Si, 0.0003, 0.001, -0.0017
Si, -0.0008, -0.0035, 0.0014
Si, 0.0025, -0.0037, 0.0032
Si, 0.0017, 0.0004, 0.003
Si, -0.0009, 0.0005, -0.0022
Si, -0.0001, 0.0005, -0.0007
Si, -0.0031, -0.0088, 0.0013
Si, 0.0006, 0.003, 0.006
Si, -0.003, -0.0004, 0.0033
Si, 0.0006, -0.0047, 0.0029
Si, 0.0029, -0.0011, 0.0048
Si, 0.0007, -0.0004, 0.002
Si, 0.0001, -0.0003, -0.0002
Si, -0.001, -0.0006, -0.0015
Si, -0.0005, -0.0005, 0.0034
O, -0.0018, -0.0016, -0.0001
O, -0.0002, 0.0005, -0.0005
O, 0.002, 0.0027, -0.0031
O, -0.0012, 0.0015, 0.001
O, 0.0009, -0.0006, 0
O, -0.0005, -0.0004, 0.0005
O, 0.0014, -0.0025, -0.0018
O, 0.0006, -0.0006, -0.0021
O, 0.0009, 0.0014, 0.001
O, -0.0002, 0.0025, -0.0015
O, -0.0006, -0.0033, 0
O, 0.0041, -0.0003, -0.0013
O, 0.0019, 0.0012, 0.0015
O, 0.0028, -0.002, -0.0044
O, -0.001, 0.0011, 0.0015
O, -0.0017, 0.0004, -0.0017
O, -0.0003, 0.0002, 0.0015
O, 0.0008, -0.0008, -0.0008
O, -0.001, -0.0015, -0.0022
O, 0.0013, 0.0006, -0.0023
O, 0, -0.0006, 0.0009
O, 0.0004, 0.0001, 0.0011
O, 0.0003, 0.0003, -0.0009
O, 0.0001, -0.0004, -0.0003
O, -0.0005, 0.0013, 0.0013
O, 0.0016, 0.0014, -0.0006
O, -0.0004, 0.0008, -0.0007
O, -0.0007, -0.0031, -0.0126
O, -0.0008, -0.0001, -0.0012
O, -0.0014, -0.0028, 0.0012
O, 0.0004, 0.0013, 0.0019
O, 0.0013, -0.0015, 0.0002
O, 0.0003, 0.0007, 0.0011
O, 0, -0.0011, -0.0037
O, -0.0017, 0.0009, -0.0018
O, -0.0001, -0.001, -0.0008
O, -0.0004, -0.0022, -0.0032
O, -0.0027, 0.0016, -0.0004
O, -0.0009, -0.0012, -0.0023
O, -0.001, 0.0008, 0.0013
O, 0.0004, 0.0008, 0.0023
O, 0.002, -0.0009, -0.0016
O, 0.0003, 0, 0
O, -0.0012, -0.0054, -0.0089
O, -0.0022, -0.0032, -0.0005
O, 0.0006, 0.0009, 0.0006
O, -0.001, -0.0035, -0.004
O, -0.0002, -0.0003, -0.0007
O, 0.0025, -0.002, -0.001
O, -0.0005, 0.0012, 0.0004
O, 0.0002, -0.0029, -0.0056
O, -0.0005, -0.0009, 0.0005
O, 0.0014, 0.0023, -0.0016
O, -0.002, -0.0005, -0.0011
O, 0.0029, -0.0015, -0.0044
O, -0.0016, -0.0032, -0.0062
O, 0.0019, -0.004, -0.0001
O, -0.0022, -0.0008, 0.001
O, 0.0006, 0.0008, 0
O, 0.0005, -0.0037, -0.0011
O, 0.0031, 0.0028, 0.0024
O, -0.0011, -0.0006, 0.0018
O, -0.0005, 0.0009, 0.0017
O, 0.0003, 0, -0.0033
O, -0.0018, -0.0012, 0.0001
O, 0.0073, -0.0049, -0.0086
O, 0.0011, 0.001, 0.0003
O, -0.001, -0.0002, -0.0009

The program warned: the cutoff lies below the one the program advises for these potential files; the forces do not sum to zero within the program's tolerance; the exchange-correlation potential is rough where the density is thin.
